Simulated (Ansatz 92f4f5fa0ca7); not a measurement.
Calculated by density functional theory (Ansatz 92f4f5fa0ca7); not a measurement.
Periodic cell of 444 atoms, Si256O116H72, with a vacuum gap, from a study of silicon, its oxide and their interface. The atomic structure is a simulated model.

Settings
functional: r2SCAN
potential files: Ansatz PAW
basis: plane waves
wave-function cutoff: 800 eV
density cutoff ratio: 5
exchange-correlation grid ratio: 1
k mesh: 1 x 1 x 1, Gamma-centred
self-consistency stop: 2e-11 eV per atom in the density residual
occupations: fixed
spin: none
net charge: 0
applied field: sawtooth along c, amplitude +0.015 V/angstrom in the program's sign convention, ramp centred at 0.9866 of c and 0.0268 of c wide, no dipole correction

Cell vectors (angstrom)
a 16.332 0 0
b 0 16.332 0
c 0 0 37.3734

Atoms: element, x, y, z (angstrom)
Si -0.7303 0.6265 23.3591
Si 3.3607 6.7844 22.0216
Si -0.1846 5.5525 23.7889
Si 3.9782 9.4572 24.9339
Si -1.6777 8.9564 25.1089
Si 1.9312 11.8393 22.2261
Si 5.1803 1.2186 20.5667
Si 6.7896 1.2955 24.9929
Si 7.4042 8.3958 23.8365
Si 9.3599 10.5662 20.0104
Si 10.066 12.3121 22.4702
Si 10.8301 10.4211 23.5129
Si 10.6193 0.3687 23.5897
Si 13.5972 2.9084 24.0463
Si 11.9263 5.4555 23.3975
Si 12.7458 6.605 20.7548
Si 8.2703 13.4505 23.4184
Si 12.162 11.7918 24.974
Si 0.0508 2.7934 26.5016
Si 1.0629 4.9936 21.2852
Si 1.3463 6.674 25.1602
Si 2.3606 8.1673 23.679
Si -0.1142 13.7863 26.1747
Si 3.526 14.5215 25.1478
Si 8.2417 2.4969 23.5081
Si 9.4274 4.1119 24.8817
Si 6.5587 6.6953 25.22
Si 10.9297 8.0777 26.2263
Si 6.8611 12.1297 24.8709
Si 9.5015 14.9545 24.8048
Si 10.7506 2.8046 26.388
Si 14.9851 4.2236 25.3156
Si 12.7615 7.1191 24.9875
Si 15.6588 7.1496 21.9946
Si 12.9376 13.0418 23.2113
Si 13.4953 16.3666 26.3504
Si 1.5878 1.7055 25.0899
Si 2.6498 0.0047 26.3759
Si -0.0326 8.0252 26.5023
Si 2.6886 5.3703 26.546
Si 1.7715 12.8338 25.1153
Si 2.7005 10.95 26.286
Si 5.4314 2.6293 26.4021
Si 8.1936 -0.0571 26.3192
Si 5.2394 8.146 26.4704
Si 8.1465 5.4293 26.3602
Si 5.4138 13.5218 26.2185
Si 8.1984 10.8315 26.3065
Si 12.1081 1.4481 25.077
Si 14.7385 -1.1334 24.7448
Si 9.36 9.2832 24.9019
Si 13.5996 5.5776 26.5624
Si 10.8642 13.4817 26.1694
Si 13.6443 10.7039 26.3621
Si 1.3435 4.072 27.9382
Si 4.0682 1.2737 27.7567
Si 1.3286 9.5687 27.6761
Si 4.0051 6.7821 27.8642
Si 1.2214 15.047 27.7186
Si 4.0984 12.227 27.7072
Si 6.7992 4.0386 27.711
Si 9.4869 1.3368 27.7188
Si 6.7592 9.5295 27.6772
Si 9.5773 6.7768 27.6538
Si 6.7656 14.903 27.6233
Si 9.5238 12.2142 27.6612
Si 12.1847 4.1254 27.7482
Si 14.9419 1.3619 27.6999
Si 12.189 9.4682 27.7185
Si 14.9749 6.7892 27.9665
Si 12.1969 14.883 27.6188
Si 14.997 12.2556 27.5689
Si -0.0711 0.0353 29.129
Si 2.7384 2.6446 29.1542
Si -0.0242 5.4141 29.2715
Si 2.6449 8.2035 29.1267
Si -0.0032 10.9532 29.045
Si 2.6816 13.6396 29.024
Si 5.4219 -0.0981 29.066
Si 8.1237 2.6712 29.0916
Si 5.4581 5.4188 29.0904
Si 8.1925 8.1668 28.9873
Si 5.4529 10.9027 29.0927
Si 8.1418 13.5674 29.0193
Si 10.8843 -0.053 29.0235
Si 13.598 2.7309 29.06
Si 10.868 5.4816 29.1064
Si 13.5646 8.2105 29.1635
Si 10.8764 10.8847 29.0649
Si 13.6223 13.5778 28.9884
Si 1.3281 1.327 30.5137
Si 4.1014 4.0518 30.4341
Si 1.3183 6.8416 30.5206
Si 4.0726 9.5609 30.4336
Si 1.3548 12.3021 30.4412
Si 4.0494 14.94 30.4829
Si 6.7504 1.2833 30.416
Si 9.5119 4.0831 30.3831
Si 6.8545 6.8133 30.3765
Si 9.5077 9.5198 30.4246
Si 6.8099 12.2554 30.47
Si 9.5176 14.9269 30.3852
Si 12.2714 1.3142 30.3911
Si 14.9338 4.0259 30.5424
Si 12.227 6.831 30.4928
Si 14.9542 9.6125 30.4466
Si 12.2712 12.253 30.388
Si 14.9389 14.9559 30.4382
Si -0.0013 2.6828 7.0333
Si 2.6716 -0.0402 7.0084
Si -0.034 8.2398 6.9561
Si 2.7082 5.4079 6.8841
Si -0.001 13.6634 6.9748
Si 2.7404 10.9545 6.9261
Si 5.425 2.6754 6.9057
Si 8.1505 -0.0588 6.8658
Si 5.4924 8.196 6.8453
Si 8.1762 5.4343 6.8749
Si 5.4628 13.6171 6.9966
Si 8.1837 10.889 6.9475
Si 10.9214 2.7456 6.8041
Si 13.6156 -0.0162 6.9591
Si 10.8695 8.1919 6.9682
Si 13.5938 5.4683 6.9518
Si 10.9432 13.622 6.8891
Si 13.5997 10.9526 6.9492
Si 1.4142 4.0567 8.3431
Si 4.0187 1.3948 8.2945
Si 1.3592 9.6188 8.267
Si 4.105 6.8007 8.0962
Si 1.3356 14.9696 8.4694
Si 4.0863 12.2746 8.3709
Si 6.8403 4.0273 8.1896
Si 9.5256 1.3912 8.0636
Si 6.7935 9.5418 8.3072
Si 9.514 6.7681 8.2782
Si 6.8846 14.9579 8.3691
Si 9.6511 12.2197 8.2528
Si 12.2238 4.0925 8.2422
Si 14.9665 1.3174 8.3924
Si 12.2708 9.5617 8.3157
Si 14.9772 6.824 8.3021
Si 12.2426 14.9944 8.3382
Si 14.9149 12.3533 8.3157
Si -0.0352 0.0112 9.8843
Si 2.7227 2.7002 9.8209
Si 0.0734 5.4792 9.6239
Si 2.8159 8.1879 9.4461
Si -0.0352 10.9996 9.6128
Si 2.7482 13.5926 9.8289
Si 5.4438 0.0963 9.5799
Si 8.2532 2.675 9.5119
Si 5.3971 5.3906 9.399
Si 8.1572 8.1313 9.6131
Si 5.4632 10.9221 9.7309
Si 8.4006 13.5597 9.6748
Si 10.8559 0.18 9.4846
Si 13.6073 2.8087 9.6213
Si 10.8498 5.3793 9.6482
Si 13.6032 8.1637 9.6569
Si 10.9524 10.909 9.737
Si 13.6066 13.6853 9.8023
Si 1.3276 1.374 11.2996
Si 4.2341 4.1224 10.9867
Si 1.5238 6.865 10.852
Si 4.0525 9.4614 10.9837
Si 1.2543 12.2487 11.1575
Si 4.2021 15.084 11.0341
Si 6.8313 1.466 10.9071
Si 9.4901 3.9869 11.0121
Si 6.6988 6.6886 10.7688
Si 9.5822 9.4376 10.9695
Si 5.7426 13.5372 14.0877
Si 9.5697 15.2547 10.9367
Si 12.1102 1.5616 10.9097
Si 15.0279 4.1306 10.9539
Si 12.2162 6.7555 10.9565
Si 15.0524 9.5206 10.9332
Si 12.3702 12.2103 11.1809
Si 16.3257 13.6641 12.692
Si -0.1708 2.8267 12.5762
Si 5.3714 -0.3797 15.7301
Si 0.4101 8.4517 12.1347
Si 7.3962 8.6103 15.8416
Si -0.3151 10.1149 16.1909
Si 2.1625 10.2835 12.2049
Si 6.0388 3.2203 12.2507
Si 9.4803 0.6449 13.8561
Si 5.2918 7.8612 12.2421
Si 8.8313 6.7966 13.3814
Si 7.0119 12.2062 11.0342
Si 8.1263 10.5412 12.4229
Si 12.5832 3.972 13.745
Si 13.2164 0.1618 12.3674
Si 7.7539 5.0849 12.0962
Si 13.7001 5.5323 12.257
Si 11.5497 13.2163 13.1702
Si 15.0609 12.0713 13.9843
Si 0.8416 4.4892 13.992
Si 6.1776 -2.1257 11.9954
Si 2.7454 9.7491 16.7145
Si 3.0784 5.7317 12.229
Si 1.8414 14.6732 13.9873
Si 3.3244 11.8407 14.6141
Si 5.0074 2.0896 14.0523
Si 7.8057 -0.2116 12.2061
Si 4.5796 7.3291 16.6326
Si 10.7802 7.9469 12.3611
Si 2.9079 16.3773 12.5757
Si 10.3629 11.5724 14.3922
Si 10.7496 2.6915 12.5723
Si 14.144 2.0244 13.6988
Si 12.3034 9.2978 13.673
Si 13.9473 8.0773 14.9334
Si 12.9022 13.9307 14.9074
Si 14.8737 15.0509 11.3037
Si 20.1714 3.851 25.1926
Si -1.673 -1.3718 18.2983
Si 0.3989 41.8286 22.7838
Si 23.2325 3.5078 21.7338
Si 18.7724 0.1811 16.4198
Si 5.8676 10.2745 23.7492
Si 24.1025 -8.409 20.7644
Si -2.5969 27.0849 12.4296
Si -5.9282 -2.9833 16.6923
Si 11.9417 -2.5304 19.212
Si -20.375 21.7814 15.7471
Si 23.8423 -2.4 16.3696
Si 9.1704 6.2575 15.6419
Si 2.6176 -0.0711 19.3782
Si -1.0032 6.9633 13.4074
Si 11.7262 17.9668 18.2352
Si 7.4515 -28.6373 17.1946
Si -28.3632 10.8247 19.003
Si -7.4315 1.2731 17.0328
Si 7.1922 8.6001 13.5005
Si 6.9038 13.8307 21.4826
Si -9.1327 11.1209 17.7174
Si 5.0122 -16.7775 22.9886
Si 10.7432 16.1692 20.6303
Si 15.9493 -4.0427 18.435
Si 23.6933 5.1358 20.0683
Si 1.7753 -13.2507 16.6075
Si 4.4441 -12.031 16.2745
Si 24.215 -16.6155 19.652
Si 13.7824 16.6721 16.1365
Si 5.0108 -5.0784 21.806
Si 5.1651 -9.1731 19.6847
Si -3.0273 20.6435 18.5556
Si 13.8981 11.7716 20.6344
Si 5.2568 -11.111 23.9028
Si 2.3784 -3.1802 19.5046
Si 28.3288 9.4795 20.7158
Si 11.0254 15.4385 12.8218
Si 32.5171 3.1175 19.1184
Si -0.1464 0.3155 20.3825
O 7.5008 10.0845 16.5085
O -15.3012 -22.1817 22.0085
O 2.7368 2.7664 24.5628
O 5.8761 16.4857 24.2095
O 1.3511 12.5385 23.5528
O -1.4706 -7.3553 15.9957
O 4.165 -9.5274 12.8703
O -5.6134 5.8564 15.9965
O 4.8913 12.1641 14.3186
O -10.1284 20.5898 23.0068
O 1.4719 0.3424 20.4336
O -0.7662 15.4032 19.5514
O 8.7452 -23.4687 20.6353
O 1.908 0.0888 17.9317
O 17.5081 -3.5887 18.4884
O -16.0792 6.3559 20.8935
O 0.8288 20.2174 20.1576
O -0.6608 1.7233 19.7656
O 11.2987 16.3671 22.1364
O 20.5973 5.8877 15.9485
O 1.7634 12.8001 20.9539
O 7.5353 -1.8535 20.0808
O 11.7481 22.3731 21.8971
O 12.0995 7.9631 20.1729
O 7.1519 12.6904 17.3283
O -1.7483 1.9022 23.1993
O 8.2154 5.0318 16.1701
O -13.8112 29.5523 14.3654
O 4.6402 22.6373 22.875
O 17.3744 -12.3442 15.5085
O 17.088 1.1289 23.8063
O 25.475 16.4691 20.5945
O 22.1519 5.6857 19.902
O -0.6244 -5.3358 17.5061
O 8.3183 -9.8716 20.2823
O -23.4787 0.7311 15.4969
O 6.0139 -3.8763 21.2492
O 2.912 -1.6547 19.5204
O 6.4081 24.5304 19.9085
O 20.0982 15.0627 23.597
O -1.005 11.9582 19.9013
O -18.53 39.738 21.4491
O 19.0946 43.3237 13.6789
O 7.8359 2.4835 16.9026
O 4.887 31.1208 14.713
O -4.5937 -18.6936 16.0444
O 17.0903 19.1746 17.8221
O 1.1684 -6.8437 16.4242
O 12.933 4.7468 17.0507
O -4.8678 -3.0831 22.454
O 3.784 1.1894 13.419
O 4.5863 17.0807 22.0037
O 8.6793 24.0111 16.3301
O 13.0655 14.8081 18.5963
O 19.481 3.7949 17.122
O 22.898 -1.0729 16.6048
O 28.7749 2.9668 18.7941
O 12.7978 4.0727 23.1825
O 4.4825 23.5465 18.2357
O 10.0147 -4.3482 15.9285
O 11.5385 33.4065 19.5639
O 16.0269 11.0693 14.8639
O 9.0845 14.2944 16.5546
O 19.8724 8.4643 16.111
O 6.0886 -8.5454 16.3255
O -0.6506 -16.3029 21.8725
O 8.3692 0.1628 18.1369
O 3.1807 9.8873 18.2816
O -5.8768 5.06 23.9795
O -1.9038 1.5291 15.2552
O 9.4122 11.8504 21.0141
O 19.5157 -5.1371 16.0902
O 8.4135 -5.3738 18.7748
O 7.8642 4.4031 18.7115
O 10.2668 1.93 17.6047
O 22.1782 17.3188 14.9664
O 13.137 6.8428 15.6479
O -2.8905 10.2164 20.596
O -10.4842 -34.0907 22.0453
O -1.4484 -12.34 18.7249
O 13.444 -0.8623 15.0829
O -8.8227 -8.5892 22.3416
O -5.0224 26.5972 14.571
O -2.3679 12.3274 22.155
O 22.1756 4.1444 17.0634
O 20.8151 3.3309 14.9698
O 23.5081 -2.8939 14.8622
O 29.075 12.5958 19.8802
O 2.6045 5.4304 21.4937
O 27.8991 -6.8119 22.3027
O 4.0468 -0.0274 16.5717
O 27.1873 13.1273 18.2132
O 18.0487 15.4379 15.444
O 12.5514 0.9226 17.0229
O -17.7906 16.0897 17.1674
O 4.6021 -5.988 20.5192
O 3.5478 -4.6361 22.4235
O -10.6236 -5.5584 18.2259
O 2.1114 1.6665 15.8906
O 3.9741 7.5103 20.7148
O 3.9409 -15.4535 19.5487
O 6.5167 0.5042 19.991
O 20.0313 -4.0109 19.0993
O 16.8309 -11.8682 22.7147
O -3.3978 5.4911 19.6032
O 5.7134 2.7332 20.8528
O -1.1795 -2.8076 17.7759
O -0.1234 22.1174 14.1487
O 13.6714 14.4087 23.728
O 11.0104 14.6401 20.2136
O -0.8387 9.5883 23.8089
O 9.4433 17.7565 23.1803
O 8.9732 -21.42 13.6454
O -2.1809 12.8937 15.1006
O 18.6269 -11.3492 13.4523
O 10.9174 -6.1236 19.7388
H 0.5144 2.1568 31.4462
H 2.1427 0.498 31.4462
H 3.2686 4.8624 31.3666
H 4.907 3.2141 31.3666
H 2.1272 6.0072 31.4531
H 0.5103 7.677 31.4531
H 4.9104 8.7554 31.3661
H 3.2695 10.401 31.3661
H 0.5347 13.1256 31.3736
H 2.188 11.4918 31.3736
H 3.2198 15.7539 31.4154
H 4.8979 14.1458 31.4154
H 5.949 2.125 31.3484
H 7.5895 0.479 31.3484
H 10.355 3.2831 31.3156
H 8.6949 4.9096 31.3156
H 7.6587 5.9743 31.309
H 6.0389 7.6412 31.309
H 10.3398 8.7084 31.357
H 8.6998 10.3553 31.357
H 7.6339 11.4358 31.4024
H 5.9925 13.0816 31.4024
H 8.6895 15.7424 31.3176
H 10.3749 14.1422 31.3176
H 13.0974 0.4967 31.3236
H 11.474 2.1597 31.3236
H 15.7716 3.2204 31.4748
H 14.1428 4.8774 31.4748
H 13.05 6.0104 31.4252
H 11.4062 7.6538 31.4252
H 15.7672 8.782 31.379
H 14.128 10.4299 31.379
H 13.1017 11.44 31.3204
H 11.462 13.0872 31.3204
H 15.7906 14.1652 31.3707
H 14.1284 15.7888 31.3707
H -0.839 3.4883 6.1008
H 0.8124 1.8529 6.1008
H 3.5012 -0.8542 6.0759
H 1.857 0.7887 6.0759
H -0.847 9.0703 6.0236
H 0.774 7.4044 6.0236
H 1.8993 6.2423 5.9516
H 3.541 4.5972 5.9516
H 0.8192 12.84 6.0424
H -0.8527 14.4542 6.0424
H 1.9073 11.7648 5.9936
H 3.5435 10.1144 5.9936
H 4.6194 3.5131 5.9733
H 6.2264 1.8337 5.9733
H 7.3115 0.7454 5.9334
H 8.9786 -0.8743 5.9334
H 6.308 7.368 5.9129
H 4.6545 9.0014 5.9129
H 7.372 6.2734 5.9425
H 8.9932 4.6078 5.9425
H 4.6143 14.4113 6.0641
H 6.2801 12.7909 6.0641
H 8.9916 10.0535 6.015
H 7.3596 11.7086 6.015
H 11.7188 1.9001 5.8716
H 10.0784 3.5455 5.8716
H 14.4261 -0.8491 6.0267
H 12.7896 0.8014 6.0267
H 11.6902 7.3691 6.0358
H 10.0374 9.0033 6.0358
H 12.7708 6.2889 6.0193
H 14.3848 4.6168 6.0193
H 10.0859 14.4068 5.9567
H 11.7524 12.7878 5.9567
H 12.7691 11.7655 6.0167
H 14.4259 10.1352 6.0167

Results
free energy: -231026.664 eV
free energy less fixed offsets of H -15.71, O -570.45, Si -639.56 eV per atom: 4.016 eV

Forces (eV/angstrom), in the order of the atoms: element, x, y, z
Si -0.0117 0.0147 0.041
Si 0.0022 -0.0062 0.0473
Si -0.0039 0.0053 0.0217
Si 0.0007 -0.0004 -0.0018
Si 0.0035 0.009 0.0214
Si -0.0051 -0.0173 0.0548
Si 0.0066 0.0147 0.0603
Si 0.0014 -0.0062 0.0197
Si -0.0108 0.0036 0.0261
Si 0.0131 0.0089 0.0759
Si -0.0061 -0.0001 0.0321
Si -0.0065 0.0179 0.0242
Si -0.0074 -0.0062 0.0495
Si -0.0044 -0.0054 0.0288
Si -0.0004 -0.02 0.0367
Si 0.0028 0.0143 0.073
Si 0.0085 0.0004 0.0003
Si 0.0002 0.001 0.0025
Si 0.0063 0.0131 0.0024
Si 0.0046 0.0184 0.0576
Si -0.0059 -0.0045 0.0033
Si -0.004 0.0035 0.0014
Si -0.0007 0.0069 0.0144
Si -0.0054 -0.0005 0.0162
Si 0.0046 0.0001 0.0176
Si -0.0001 -0.0074 0.0151
Si 0.0002 0.0077 -0.0164
Si 0.0197 0.0095 0.011
Si 0.0006 -0.0038 0.0022
Si 0.0015 0.0074 0.0023
Si 0.0024 -0.0211 0.0067
Si -0.0208 -0.0113 -0.0166
Si 0.0023 -0.0053 0.0216
Si 0.0056 0.0032 0.0299
Si -0.0148 0.0013 0.0419
Si -0.0115 -0.0088 0.0062
Si 0.0041 0.0079 0.0183
Si 0.0032 -0.013 0.0154
Si -0.0097 0.0033 -0.0062
Si 0.0029 0.0008 0.0008
Si 0.0004 -0.0023 0.0125
Si 0.0063 0.0052 0.0181
Si 0.0097 0.0093 -0.0095
Si -0.0004 0.0117 -0.0068
Si 0.0119 -0.0068 0.0096
Si -0.0196 0.0004 0.0017
Si -0.0089 -0.001 0.0143
Si -0.0033 0.0132 0.0088
Si 0.0102 0.0206 -0.0083
Si 0.0133 0.0057 0.0099
Si -0.0135 0.0051 0.0085
Si 0.0152 -0.0162 0.0085
Si -0.0081 0.0039 0.01
Si -0.0038 -0.0043 0.0041
Si -0.0018 0.0029 0.0055
Si 0.0057 0.0306 0.025
Si -0.0046 -0.0159 0.0321
Si -0.025 -0.0229 0.0199
Si -0.0015 -0.0216 0.0108
Si -0.0126 -0.0128 0.0125
Si -0.0076 -0.0106 0.0146
Si -0.0059 -0.0003 0.0011
Si -0.0106 -0.0041 0.0259
Si -0.0322 -0.0298 0.0307
Si 0.014 0.0157 0.0157
Si 0.0196 0.0047 0.0251
Si 0.0073 -0.0085 0.0029
Si -0.0002 -0.0024 0.0306
Si -0.0071 0.0128 0.0105
Si 0.0085 0.0146 0.0179
Si 0.0058 0.0057 0.0139
Si -0.0048 -0.0258 0.0338
Si 0.0188 -0.0264 0.2196
Si -0.0249 0.0108 0.2145
Si 0.0165 -0.0372 0.2547
Si 0.0166 0.0176 0.2286
Si -0.0038 0.0197 0.1892
Si 0.03 -0.0035 0.1835
Si 0.0199 -0.066 0.224
Si 0.0104 -0.0267 0.1879
Si 0.0503 -0.0141 0.208
Si -0.0358 0.057 0.2122
Si 0.0383 -0.0206 0.2176
Si 0.0039 0.0039 0.1956
Si -0.0296 0.0415 0.1768
Si -0.0915 0.0619 0.2412
Si 0.0417 -0.0128 0.248
Si 0.0278 0.0097 0.2154
Si -0.0051 -0.011 0.17
Si -0.0518 0.0734 0.1865
Si 0.1172 0.1034 0.2659
Si 0.0486 -0.0973 0.5496
Si 0.02 0.0854 0.6161
Si -0.053 -0.1001 0.3365
Si -0.0164 -0.1242 0.0228
Si 0.0048 -0.0154 -0.0857
Si 0.265 0.141 0.3523
Si -0.0895 -0.1688 0.5588
Si -0.102 -0.1202 0.3096
Si 0.0275 0.1271 0.0554
Si 0.0203 -0.0372 0.0879
Si -0.0546 0.1341 0.157
Si -0.1679 0.0478 0.1354
Si -0.0385 0.1355 0.3382
Si -0.0284 -0.0611 0.45
Si -0.1113 0.0041 0.1825
Si -0.056 -0.0815 0.1824
Si -0.1044 -0.0557 0.0887
Si 0.1087 -0.0056 -0.1391
Si -0.025 0.1731 -0.0207
Si 0.109 -0.0787 -0.3392
Si -0.031 -0.0164 -0.5515
Si -0.1087 0.0208 0.0831
Si -0.0943 -0.0598 -0.1893
Si -0.0302 0.1346 -0.4387
Si 0.0757 0.0517 -0.4037
Si -0.0871 -0.0276 -0.3873
Si 0.0036 -0.1119 -0.4074
Si 0.103 0.0422 0.0506
Si 0.0604 0.0248 -0.1044
Si -0.0855 0.0517 -0.5674
Si 0.0966 -0.0158 0.0031
Si 0.1333 -0.0699 -0.1543
Si 0.0481 0.0804 -0.4673
Si 0.0776 -0.0953 -0.1003
Si -0.0874 -0.0382 -0.1801
Si -0.0066 -0.0346 -0.213
Si -0.0012 -0.0192 -0.205
Si -0.0067 0.0036 -0.193
Si -0.071 0.0723 -0.2506
Si -0.0333 0.0186 -0.2001
Si -0.0185 0.0281 -0.2095
Si -0.0109 0.0113 -0.2197
Si -0.0036 -0.0029 -0.2421
Si 0.0041 0.0148 -0.2337
Si 0.0197 0.0015 -0.2231
Si -0.0209 -0.04 -0.2004
Si -0.0194 0.0171 -0.203
Si 0.0183 0.0021 -0.2441
Si -0.025 0.0096 -0.1895
Si 0.0245 -0.026 -0.1775
Si 0.0364 -0.0335 -0.2194
Si 0.06 -0.0481 -0.1837
Si 0.0261 0.0052 -0.1723
Si 0.0041 0.0148 -0.0308
Si 0.0197 0.0273 -0.0286
Si -0.0203 -0.0047 -0.0071
Si 0.0016 -0.0137 -0.0014
Si 0.003 -0.0135 -0.0156
Si 0.0089 0.0023 -0.0181
Si -0.0021 0.0253 -0.0202
Si -0.0116 0.0073 -0.0221
Si 0.0125 0.0009 -0.019
Si 0.0039 -0.004 -0.0163
Si 0.0031 -0.0001 -0.0137
Si 0.0153 0.0195 -0.0187
Si 0.0007 0.0113 -0.0238
Si 0.0077 -0.0159 -0.0051
Si 0.0055 0.0131 -0.0221
Si 0.0064 0.018 -0.0166
Si 0.0004 -0.0025 -0.0214
Si -0.0158 -0.0221 -0.0245
Si 0.0021 -0.0071 -0.013
Si -0.0021 0.0125 -0.0028
Si -0.0019 0.0156 0.0014
Si -0.0015 -0.0131 -0.0074
Si -0.0074 -0.0058 -0.0055
Si 0.0147 -0.0039 -0.0092
Si 0.0204 -0.0208 -0.0057
Si -0.0016 -0.0065 -0.0167
Si -0.0246 0.0071 -0.0009
Si -0.0058 0.0115 -0.0039
Si -0.0006 -0.0019 0.0261
Si -0.005 -0.0015 -0.0034
Si 0.0135 -0.0154 -0.0003
Si -0.0035 0.0134 -0.0004
Si 0.0147 -0.0036 -0.0061
Si 0.0015 0.0005 0.0025
Si 0.004 0.0052 -0.012
Si 0.0045 -0.0007 -0.0067
Si -0.0037 -0.0002 -0.0132
Si -0.0014 -0.007 0.0497
Si -0.0116 -0.0115 -0.0117
Si -0.0185 0.0207 0.0624
Si 0.0139 0.0091 0.0639
Si 0.011 0.0115 0.0137
Si -0.0052 0.0028 -0.0257
Si -0.0093 -0.0219 0.0314
Si 0.0148 0.0076 0.0017
Si -0.0064 0.0055 0.0036
Si -0.0083 0.0212 -0.0074
Si 0.0108 -0.0035 0.0001
Si 0.0079 -0.0054 -0.0001
Si -0.0064 0.0075 -0.0035
Si 0.0066 0.0148 -0.0051
Si -0.0008 -0.0066 0.0056
Si -0.0004 0.0041 0.0129
Si -0.0046 -0.0052 0.0136
Si 0.0088 0.0057 0.0333
Si -0.0117 -0.0079 0.0233
Si 0.01 -0.0061 0.0612
Si -0.0083 -0.0044 -0.0052
Si 0.0078 0.0013 0.0234
Si 0.0067 -0.008 0.0499
Si -0.0091 -0.0051 0.056
Si 0.009 0.016 -0.0025
Si -0.0143 0.0006 0.0607
Si 0.0018 0.0051 0.0031
Si -0.0016 -0.002 0.0097
Si 0.0023 0.0041 0.0429
Si 0.004 -0.0006 -0.0037
Si -0.0007 -0.0109 0.0206
Si -0.0034 0.0067 0.0208
Si 0.0059 -0.0083 0.0212
Si -0.0052 -0.0037 0.0382
Si -0.0024 -0.0044 -0.0148
Si 0.0075 0.0106 0.0067
Si 0.0017 -0.0105 0.0548
Si 0.0006 -0.0105 0.0218
Si 0.0041 0.0089 0.0403
Si -0.0009 0.0129 0.0661
Si 0.0031 -0.0032 -0.0055
Si -0.0009 -0.0007 0.0781
Si 0.002 -0.0039 -0.0044
Si -0.0044 0.005 0.0701
Si 0.0018 -0.0042 0.0621
Si 0.0032 -0.0003 0.0552
Si 0.0026 -0.0068 0.0567
Si -0.0036 -0.0175 0.0509
Si 0.0122 0.0002 0.0657
Si 0.001 0.0142 0.0102
Si -0.0019 -0.006 0.0676
Si 0.0012 -0.0019 0.0774
Si 0.004 0.0048 0.076
Si -0.0059 0.0001 0.0811
Si -0.0083 -0.0046 0.0082
Si -0.0053 -0.009 0.0542
Si 0.0001 -0.0005 0.0764
Si 0.0179 -0.0096 0.0497
Si -0.003 -0.0029 0.0738
Si 0.0045 0.0114 0.0661
Si -0.0069 0.0083 0.0533
Si -0.0064 -0.0106 0.0649
Si 0.0031 0.0162 0.0579
Si -0.0112 -0.0195 0.0764
Si -0.003 -0.0023 0.0668
Si 0.0112 0.0018 0.0551
Si 0.0019 0.0007 0.0683
Si 0.0119 0.0082 0.0821
Si -0.0078 -0.0074 0.058
Si -0.0071 0.0014 0.0338
Si 0.0023 -0.0046 0.049
Si -0.0048 -0.0017 0.0494
Si -0.0099 -0.0201 0.005
Si 0.0025 0.0048 0.0675
Si -0.0052 0.0002 0.0696
O 0.0046 -0.0258 -0.0418
O 0.0034 0.016 -0.0165
O -0.0176 -0.0157 -0.0091
O -0.0206 -0.0161 -0.0333
O -0.0007 -0.008 -0.0267
O -0.0213 -0.0156 -0.0308
O 0.006 0.0059 -0.0101
O 0.0006 0.0014 -0.0196
O -0.0007 0.0019 -0.0208
O 0.0162 -0.012 -0.0403
O 0.0076 -0.0013 -0.0238
O -0.01 -0.01 -0.0367
O 0.0014 0.0061 -0.0171
O -0.0011 0.0015 -0.0504
O -0.0123 -0.006 -0.0231
O 0.006 -0.0104 -0.0262
O -0.0094 -0.019 -0.0315
O 0.0009 0.0083 -0.0246
O -0.0007 -0.0058 -0.0519
O -0.0006 -0.0087 -0.0216
O 0.0036 0.0145 -0.0468
O 0.007 0.0196 -0.0417
O 0.0036 0.0078 -0.0361
O -0.0011 0.0013 -0.0316
O 0.0026 0.0167 -0.0313
O 0.0192 -0.0184 -0.0203
O 0.0165 0.0236 -0.0394
O -0.0101 0.0151 -0.0131
O -0.0129 0.0079 -0.0281
O -0.012 0.0126 -0.0464
O 0.0029 -0.0048 -0.0081
O -0.0061 0.0008 -0.0373
O -0.0052 0.0076 -0.0252
O -0.0011 -0.021 -0.0419
O -0.0015 -0.0052 -0.0269
O 0.0108 -0.0015 -0.0732
O -0.0043 0.0025 -0.0185
O -0.0019 0.0051 -0.0145
O -0.0079 -0.0034 -0.0255
O 0.0161 0.0106 -0.0166
O 0.0151 0.0048 -0.0325
O -0.0216 -0.0058 -0.0269
O -0.0073 -0.0072 -0.0385
O 0.0024 -0.0017 -0.0239
O -0.0003 -0.0063 -0.018
O 0.0107 0.0022 -0.038
O 0.0222 0.0016 -0.0478
O -0.0115 0 -0.0214
O -0.0172 0.013 -0.0663
O 0.0013 0.0006 -0.017
O -0.0044 -0.0041 -0.0201
O 0.0028 0.0054 -0.0315
O 0.0021 -0.0073 -0.0385
O 0.0091 0.0075 -0.0233
O 0.003 -0.0003 -0.0214
O -0.0073 0.0039 -0.0221
O -0.0021 0.0011 -0.0164
O -0.0101 0.0173 -0.0189
O -0.0043 0.0029 -0.0611
O 0.0063 -0.0097 -0.0392
O 0.0105 0.0188 -0.0491
O -0.0094 0.0171 -0.0436
O 0.001 -0.0005 -0.0212
O 0.0003 -0.0008 -0.0192
O 0.0255 0.0084 -0.0324
O 0.0093 -0.0022 -0.0539
O 0.0122 0.019 -0.0536
O -0.0132 -0.0075 -0.0441
O 0.0077 0.0096 -0.0119
O 0.0032 0.0152 -0.0427
O -0.0047 -0.0145 -0.0468
O -0.0001 0.0161 -0.0399
O -0.022 0.0071 -0.045
O 0.0039 -0.0114 -0.0644
O -0.0124 0.0002 -0.0298
O -0.0006 0.0185 -0.0332
O 0.0014 0.0064 -0.0209
O 0.0036 0.0066 -0.0182
O -0.0092 0.0025 -0.0153
O -0.0117 0.0023 -0.0267
O -0.0072 -0.0123 -0.03
O 0.0085 -0.0058 -0.0489
O -0.0026 -0.0039 -0.0101
O 0.0095 -0.0087 -0.0421
O -0.0109 -0.0014 -0.0275
O 0.0112 -0.0213 -0.042
O -0.0109 -0.0011 -0.0391
O -0.007 0.0129 -0.0206
O -0.0092 -0.0073 -0.0194
O 0.0125 -0.0098 -0.0366
O 0.0097 0.0002 -0.026
O -0.0133 -0.0019 -0.0429
O -0.0084 -0.0187 -0.0508
O 0.0151 -0.0084 -0.037
O -0.0043 0.0125 -0.0374
O -0.0119 -0.0008 -0.0516
O -0.0082 0.0043 -0.0215
O 0.0166 -0.0004 -0.0297
O 0.0027 0 -0.0228
O 0.017 -0.0026 -0.0348
O -0.0144 -0.0082 -0.0314
O 0.0122 -0.004 -0.0219
O -0.0005 -0.0048 -0.0257
O 0.0084 -0.0047 -0.0353
O 0.0043 -0.0263 -0.0455
O -0.0148 -0.0139 -0.027
O -0.0025 0.0003 -0.0237
O -0.004 -0.0073 -0.0162
O -0.0018 -0.0035 -0.006
O 0.0099 -0.0095 -0.0363
O 0.0096 0.0016 -0.0228
O 0.0002 0.0038 -0.017
O -0.0143 -0.0045 -0.0252
O 0.008 -0.0081 -0.0199
O 0.0056 0.0029 -0.0118
O -0.0028 0.0024 -0.0163
H 0.3417 -0.25 -0.265
H -0.3744 0.1963 -0.249
H 0.1777 -0.1563 -0.2794
H -0.2459 0.4029 -0.1661
H -0.0332 0.3207 -0.2094
H 0.243 -0.326 -0.1783
H -0.2784 0.1515 -0.2189
H 0.3018 -0.2599 -0.2328
H 0.3267 -0.2891 -0.2706
H -0.2765 0.2415 -0.2794
H 0.3175 -0.2291 -0.3072
H -0.4029 0.1315 -0.2801
H 0.1852 -0.392 -0.2551
H -0.2887 0.2604 -0.2223
H -0.2274 0.2096 -0.2293
H 0.2755 -0.4084 -0.1855
H -0.2609 0.403 -0.2209
H 0.226 -0.1607 -0.2801
H -0.3289 0.2569 -0.3005
H 0.216 -0.3486 -0.2857
H -0.2798 0.301 -0.2533
H 0.306 -0.2339 -0.2902
H 0.2745 -0.2702 -0.2556
H -0.36 0.188 -0.2596
H -0.322 0.362 -0.2676
H 0.1192 -0.297 -0.2509
H -0.417 0.1654 -0.2537
H 0.0984 -0.3542 -0.2414
H -0.2479 0.2055 -0.2761
H 0.283 -0.3603 -0.195
H -0.1775 0.2745 -0.3181
H 0.4893 -0.2992 -0.1882
H -0.403 0.3607 -0.2577
H 0.3023 -0.2252 -0.271
H -0.3567 0.2289 -0.286
H 0.1987 -0.4791 -0.2214
H 0.2179 -0.1808 0.294
H -0.3115 0.3215 0.2034
H -0.3087 0.1728 0.2944
H 0.1903 -0.4295 0.198
H 0.2776 -0.3666 0.2286
H -0.139 0.2257 0.2475
H -0.0107 -0.3693 0.2187
H -0.3507 0.2294 0.1951
H -0.2327 0.2592 0.3327
H 0.4993 -0.147 0.2372
H 0.405 -0.164 0.2177
H -0.1599 0.281 0.3013
H 0.3369 -0.2339 0.2042
H -0.3987 0.127 0.2491
H 0.1411 -0.3894 0.2291
H -0.3576 0.2185 0.2225
H -0.1163 0.4321 0.2227
H 0.2982 -0.1595 0.2225
H 0.2444 -0.2824 0.2532
H -0.2249 0.3439 0.2433
H 0.356 -0.1545 0.2666
H -0.3084 0.2279 0.2655
H -0.3864 0.2743 0.2109
H 0.3122 -0.2045 0.2474
H -0.165 0.3538 0.2009
H 0.4359 -0.1454 0.1737
H -0.316 0.3448 0.2262
H 0.2772 -0.1991 0.348
H -0.2172 0.3325 0.2313
H 0.3115 -0.3171 0.2549
H 0.3601 -0.2217 0.2006
H -0.1869 0.2443 0.2029
H 0.2921 -0.196 0.3315
H -0.2485 0.521 0.1932
H 0.3288 -0.4256 0.2503
H -0.2173 0.3613 0.2671

The program warned: the cutoff lies below the one the program advises for these potential files; the forces do not sum to zero within the program's tolerance; empty levels may hold ghost states of the PAW files; the exchange-correlation potential is rough where the density is thin.
